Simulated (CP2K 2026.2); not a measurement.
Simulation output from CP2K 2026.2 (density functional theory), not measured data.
Periodic cell of 513 atoms, Si360O153, from a study of silicon, its oxide and their interface. The atomic structure is a simulated model.
Doubt: the forces sum to 2.31 eV/angstrom along one axis rather than to zero, so they err by at least 0.0045 eV/angstrom per atom on average; the grid cutoff is modest.

Settings: functional PBE; method Gaussian and plane waves; basis set DZVP-MOLOPT-SR-GTH; pseudopotentials GTH-PBE; grid cutoff 300 Ry, relative cutoff 40 Ry; k points Gamma only; occupations fixed; spin none; net charge 0.

Cell vectors (angstrom)
a	16.32	0	0
b	0	16.32	0
c	5.0811	1.7343	34.0358

Atoms and the computed forces on them: element, x, y, z (angstrom), force x, y, z (eV/angstrom)
Si	0.996	-7.327	-2.671	-0.147	0.033	-0.013
Si	-3.593	-2.691	-1.156	0.048	0.08	0.149
Si	-3.063	-8.131	-5.423	0.058	0.018	0.065
Si	-7.631	3.604	-4.69	0.086	0.003	0.089
Si	-8.37	8.057	-1.661	0.056	0.002	0.096
Si	-1.109	-6.958	-0.706	-0.033	-0.061	0.126
Si	-10.785	-1.261	-2.52	0.026	0.038	0.076
Si	3.317	1.408	-0.212	0.119	0.509	0.48
Si	0.907	-4.191	-3.01	0.089	-0.176	-0.007
Si	-10.649	4.032	-3.973	-0.054	0.096	0.081
Si	4.068	1.451	-3.171	-0.035	-0.031	0.047
Si	-1.066	3.401	-0.539	-0.096	0.016	0.109
Si	-9.96	-2.028	-5.347	-0.114	0.116	-0.011
Si	-6.674	4.008	-0.7	-0.05	-0.044	0.124
Si	3.55	8.127	-1.488	0.011	0.002	0.188
Si	-5.672	-7.4	26.106	-0.004	0.079	-0.167
Si	-10.738	5.933	-1.45	0.009	-0.037	0.024
Si	3.189	-3.032	-1.42	0.078	0.014	0.052
Si	-0.452	-0.405	1.582	0.02	-0.023	-0.02
Si	3.305	3.085	1.479	-0.014	0.078	-0.042
Si	0.195	5.518	1.48	-0.063	-0.133	0.652
Si	2.358	7.771	1.359	0.14	0.117	0.736
Si	0.179	-5.162	1.47	-0.096	-0.233	0.73
Si	2.452	-2.993	1.456	0.118	0.172	0.734
Si	5.574	0.434	1.468	-0.112	-0.292	0.64
Si	-8.376	2.48	1.472	0.196	0.126	0.759
Si	5.012	4.856	1.466	-0.317	-0.178	0.584
Si	-7.644	8.586	1.427	0.025	0.211	0.618
Si	5.982	-4.959	1.461	0.033	0.231	0.595
Si	-8.735	-3.159	1.413	-0.033	0.04	-0.033
Si	-4.926	0.559	1.309	-0.02	-0.006	-0.005
Si	-3.14	2.309	1.441	-0.146	-0.274	0.442
Si	-5.124	5.69	1.509	-0.078	-0.084	0.764
Si	-2.892	7.846	1.462	0.068	0.176	0.697
Si	-5.103	-5.21	-1.402	-0.045	-0.026	0.09
Si	-2.159	-2.074	1.498	0.065	0.103	0.658
Si	-1.46	1.315	2.797	-0.009	0.026	-0.02
Si	1.477	4.007	2.709	0.04	-0.037	-0.05
Si	-1.353	6.709	2.81	0.017	-0.01	-0.049
Si	1.319	9.46	2.67	0.012	0.008	-0.037
Si	-1.349	-3.939	2.734	-0.014	0.031	-0.034
Si	1.338	-1.367	2.763	0.005	0.017	-0.076
Si	4.182	1.51	2.991	-0.009	0.005	-0.019
Si	6.775	4.035	2.796	-0.032	0.011	-0.053
Si	4.026	6.679	2.645	0.002	-0.025	-0.062
Si	6.882	-6.774	2.666	0.012	-0.034	-0.055
Si	4.115	-4.105	2.691	0.005	-0.041	-0.034
Si	-9.652	-1.365	2.631	0.002	0.066	0.021
Si	-6.712	1.358	2.685	-0.036	-0.012	-0.059
Si	-4.065	4.028	2.777	-0.003	0.019	0.011
Si	-6.738	6.864	2.746	-0.009	0.021	-0.072
Si	-4.132	-6.792	2.596	-0.024	-0.003	-0.034
Si	-6.917	-4.096	2.643	0.047	0.016	-0.05
Si	-4.022	-1.197	2.662	0.004	-0.011	-0.061
Si	-2.771	0.029	4.229	0.006	-0.043	-0.001
Si	0.024	2.68	4.028	-0.027	0.049	0.006
Si	-2.682	5.345	4.152	0.001	0.004	0.022
Si	-0.037	8.168	4.098	0.019	-0.01	0.013
Si	-2.767	-5.389	3.954	0.046	-0.059	0
Si	0.035	-2.715	4.188	0.007	0.043	0.007
Si	2.713	0.034	4.084	0.022	-0.053	0.019
Si	5.544	2.769	4.339	0.008	0.026	0.012
Si	2.725	5.408	4.141	-0.005	-0.023	0.012
Si	5.438	-8.192	3.928	-0.036	0.019	0.002
Si	2.759	-5.526	4.019	-0.042	0.021	0.019
Si	5.352	-2.666	4.094	0.029	0.008	-0.044
Si	-8.133	-0.063	3.976	-0.069	0.024	-0.027
Si	-5.495	2.756	4.136	-0.011	-0.011	-0.017
Si	-8.161	5.484	4.032	0.038	-0.053	0.011
Si	-5.383	8.192	4.124	-0.008	0.042	0.002
Si	-8.168	-5.432	4.141	0.042	0.006	-0.018
Si	-5.451	-2.684	3.894	0.002	0.015	0.009
Si	-1.362	-1.353	5.508	0.023	0	0.003
Si	1.342	1.354	5.454	0.016	-0.002	-0.012
Si	-1.299	4.024	5.467	-0.005	-0.007	0.039
Si	1.348	6.803	5.452	-0.008	0.003	-0.034
Si	-1.413	9.565	5.382	-0.006	0.009	0.013
Si	1.409	-4.141	5.432	0.017	-0.011	-0.012
Si	4.037	-1.333	5.471	-0.024	0	0.059
Si	6.909	1.294	5.484	0.01	0.011	-0.002
Si	4.091	4.122	5.559	-0.004	0.014	-0.003
Si	-9.532	6.831	5.382	-0.015	0.008	-0.015
Si	4.111	-6.858	5.383	-0.003	-0.013	0.016
Si	-9.564	-4.048	5.428	0.002	-0.018	-0.011
Si	-6.795	-1.395	5.37	0.011	-0.02	-0.013
Si	-4.138	1.402	5.519	0.015	0	-0.03
Si	-6.837	4.13	5.455	-0.02	0.001	0.017
Si	-4.05	6.778	5.453	-0.014	0.006	-0.005
Si	-6.777	-6.782	5.465	0.027	-0.008	0.031
Si	-4.117	-4.043	5.331	0.007	0.017	0.033
Si	-0.001	0.009	6.841	-0.002	0.01	0.018
Si	2.708	2.717	6.83	-0.013	-0.016	-0.01
Si	0.01	5.435	6.819	0	-0.013	0.006
Si	2.735	-8.168	6.787	0.012	0.015	0.012
Si	-0.011	-5.452	6.771	-0.004	-0.007	-0.001
Si	2.715	-2.74	6.809	-0.005	0.012	0.003
Si	5.458	-0.009	6.811	0.011	-0.02	-0.013
Si	-8.126	2.719	6.833	-0.004	-0.016	0.005
Si	-10.855	5.502	6.835	0.001	-0.011	0.011
Si	-8.168	-8.153	6.777	-0.001	0.006	0.011
Si	-10.894	-5.454	6.767	-0.015	0.001	0.003
Si	-8.16	-2.723	6.773	0.03	0.008	0
Si	-5.479	-0.022	6.798	-0.035	0	0.005
Si	-2.709	2.719	6.836	0.021	0.013	0.007
Si	-5.445	5.456	6.809	-0.006	-0.005	0.003
Si	-2.713	8.177	6.785	0.007	0.013	-0.014
Si	-5.424	-5.398	6.775	-0.008	-0.003	0.008
Si	-2.752	-2.741	6.777	-0.015	-0.009	-0.006
Si	-1.373	1.365	13.607	-0.011	0.032	-0.001
Si	1.357	4.076	13.591	0.011	-0.022	-0.001
Si	-1.355	6.821	13.594	0.001	-0.022	0.011
Si	1.342	-6.778	13.601	-0.011	0.011	-0.008
Si	-1.356	-4.079	13.611	0.019	-0.029	-0.006
Si	1.351	-1.344	13.595	-0.02	0.014	-0.001
Si	4.094	1.353	13.607	0.004	-0.019	-0.008
Si	-9.524	4.078	13.598	-0.004	0.019	0
Si	4.065	-9.516	13.588	-0.013	0.018	-0.004
Si	-9.508	-6.802	13.588	0.008	-0.02	-0.002
Si	4.067	-4.081	13.588	0.013	-0.001	0.006
Si	6.815	-1.35	13.602	-0.005	0.003	-0.005
Si	-6.788	1.342	13.591	0.021	-0.009	0.003
Si	-4.09	4.076	13.603	-0.005	0.01	-0.004
Si	-6.792	6.784	13.605	0.002	-0.007	-0.01
Si	-4.087	9.529	13.603	-0.004	0.024	0.004
Si	-6.791	-4.064	13.602	-0.016	0.018	-0.003
Si	-4.064	-1.368	13.606	0.018	-0.027	-0.004
Si	-2.725	0.001	14.979	0	-0.002	-0.007
Si	-0.007	2.726	14.957	0.007	0.006	0
Si	-2.714	5.448	14.932	-0.013	-0.004	-0.01
Si	-0.022	8.199	14.971	0.021	0.023	0.002
Si	-2.727	-5.433	14.97	0.006	0.01	0
Si	-0.009	-2.691	14.964	-0.01	-0.008	-0.002
Si	2.718	0.005	14.961	0.013	0.01	0.003
Si	5.452	2.716	14.971	-0.011	-0.012	-0.001
Si	2.703	5.445	14.948	-0.009	-0.012	-0.011
Si	5.439	-8.162	14.929	0.012	0.007	-0.008
Si	2.691	-5.413	14.963	-0.007	-0.008	-0.007
Si	5.44	-2.722	14.926	-0.001	0.008	-0.016
Si	-8.125	-0.009	14.974	-0.001	-0.011	-0.005
Si	-5.434	2.685	14.962	0.004	0.006	-0.01
Si	-8.152	5.413	14.962	0	-0.001	0.003
Si	-5.433	8.15	14.959	-0.01	-0.014	-0.002
Si	-8.151	-5.432	14.945	0.008	0.004	-0.015
Si	-5.416	-2.722	14.973	-0.007	0.003	-0.005
Si	-1.361	-1.341	16.35	0.011	0.009	-0.004
Si	1.353	1.372	16.316	-0.004	0.01	0.004
Si	-1.38	4.089	16.303	0.009	0.01	-0.023
Si	1.333	6.813	16.297	0.007	0.004	-0.003
Si	-1.399	-6.784	16.362	-0.017	-0.012	0.01
Si	1.344	-4.028	16.339	0.032	0.015	0
Si	4.077	-1.389	16.29	-0.001	-0.007	-0.013
Si	-9.474	1.364	16.325	0.025	0.013	0.014
Si	4.058	4.077	16.304	0.012	0.023	-0.005
Si	-9.527	6.79	16.286	-0.025	-0.016	0.001
Si	4.08	-6.788	16.268	-0.015	-0.002	-0.02
Si	-9.517	-4.065	16.289	-0.017	-0.013	-0.029
Si	-6.745	-1.357	16.348	0.005	-0.007	-0.007
Si	-4.09	1.335	16.361	-0.009	0.004	-0.01
Si	-6.806	4.016	16.317	-0.025	-0.029	0.006
Si	-4.048	6.799	16.311	0.017	0.005	-0.008
Si	-6.789	9.528	16.3	-0.009	0.015	0.004
Si	-4.061	-4.072	16.351	0.005	-0.023	0
Si	-1.274	1.346	19.042	-0.018	0.017	0.023
Si	2.653	2.781	17.678	0.008	-0.035	-0.002
Si	-0.093	5.516	17.655	-0.005	0.026	-0.026
Si	2.75	8.148	17.61	0.003	0.017	0.021
Si	-0.085	-5.331	17.673	0.011	-0.012	0.019
Si	2.746	-2.707	17.725	-0.02	-0.001	-0.026
Si	5.465	-0.035	17.59	-0.007	-0.004	-0.007
Si	-8.12	2.672	17.773	0.012	0.001	-0.013
Si	5.463	5.396	17.646	-0.007	-0.023	-0.012
Si	-8.206	8.197	17.617	0.023	-0.004	0.029
Si	5.398	-5.394	17.623	-0.009	0.021	-0.026
Si	-8.093	-2.772	17.639	0.007	0.017	-0.003
Si	-5.454	0.016	17.794	0.006	-0.006	-0.025
Si	-2.673	2.677	17.668	0.002	-0.006	0.021
Si	-5.395	5.372	17.585	0.007	-0.024	-0.006
Si	-2.736	-8.174	17.755	-0.003	0.006	-0.032
Si	-5.366	-5.511	17.685	0.021	-0.015	0.003
Si	-2.773	-2.638	17.723	-0.027	0.001	0
Si	0.058	-0.024	17.7	0.007	0.002	-0.01
Si	1.242	4.208	19.007	-0.002	-0.019	0.044
Si	-1.411	6.8	19.161	0.007	0	0.013
Si	1.348	-6.751	18.836	0.024	0.049	0.034
Si	-1.44	-3.946	19.105	0.022	0.01	0.028
Si	1.437	-1.331	19.116	-0.02	0.031	-0.034
Si	4.081	1.346	18.874	0.033	0.005	0.035
Si	-9.52	4.05	19.065	-0.019	0.036	-0.027
Si	4.12	6.766	18.981	-0.023	0.037	0.032
Si	-9.598	9.583	18.968	0.016	-0.021	0.047
Si	4.086	-4.091	19.087	0.008	0.014	0.001
Si	6.873	-1.375	18.928	0.02	0.002	0.007
Si	-6.803	1.314	19.248	0.004	-0.022	0.004
Si	-4.072	4	18.989	0	0.008	0.007
Si	-6.773	6.782	18.807	-0.017	-0.029	0.022
Si	-4.07	-6.85	19.171	-0.026	0.025	-0.002
Si	-6.736	-4.171	18.989	-0.042	-0.009	-0.005
Si	-4.092	-1.304	19.194	0.054	-0.021	-0.023
Si	-2.627	0.077	20.506	0.001	-0.011	0.05
Si	-0.028	2.803	20.425	0.033	-0.003	0.044
Si	-2.82	5.337	20.461	0.009	0.045	0.072
Si	0.032	8.314	20.299	-0.025	0.03	0.035
Si	-2.759	-5.354	20.512	-0.02	-0.024	0.072
Si	0.032	-2.635	20.48	0.003	0.001	0.027
Si	2.821	0.094	20.415	0.023	-0.027	0.087
Si	5.393	2.629	20.311	0.073	-0.016	0.016
Si	2.653	5.535	20.348	-0.006	0.018	-0.012
Si	5.425	8.179	20.348	0.016	0.016	0.038
Si	2.646	-5.496	20.329	-0.011	-0.013	0.009
Si	5.581	-2.735	20.313	-0.021	-0.011	0.079
Si	-8.261	-0.092	20.538	-0.032	0.041	0.042
Si	-5.341	2.7	20.522	0.003	0	0.065
Si	-8.081	5.493	20.225	-0.012	-0.027	0.042
Si	-5.531	-8.33	20.368	0.06	-0.035	0.049
Si	-7.308	-7.385	21.597	-0.066	-0.004	-0.004
Si	-5.539	-2.736	20.427	-0.008	-0.03	0.08
Si	-1.077	-1.074	21.896	-0.049	-0.028	-0.812
Si	1.926	2.006	21.534	0.129	0.069	-0.577
Si	-1.84	3.65	21.794	-0.005	-0.052	-0.013
Si	-1.07	3.791	24.03	-0.204	0.11	-0.56
Si	-0.801	-6.171	21.569	0.126	0.127	-0.651
Si	0.949	-4.48	21.627	0.037	-0.007	0.044
Si	4.685	-0.914	21.501	0.048	0.347	-0.607
Si	-10.073	0.913	21.732	-0.041	0.055	0.029
Si	3.628	3.693	21.405	-0.007	0.003	0.021
Si	-9.047	7.236	21.48	0.043	0.015	-0.042
Si	3.576	-7.276	21.57	-0.056	0.02	0.027
Si	7.269	-3.807	21.633	0.01	0.034	0.024
Si	-7.388	-1.979	21.703	-0.229	-0.062	-0.529
Si	-3.512	1.819	21.841	0.066	0.28	-0.53
Si	-6.456	4.472	21.587	-0.002	0.029	0.035
Si	-4.69	6.152	21.662	-0.17	-0.099	-0.568
Si	-8.122	-5.529	20.334	-0.006	-0.027	0.004
Si	-4.399	-4.203	21.844	0.225	0.044	-0.853
Si	4.885	-4.286	-6.621	-0.086	0.039	-0.092
Si	-7.521	4.033	23.635	0.272	0.026	-0.654
Si	-7.546	-0.642	-6.814	0.014	0.026	-0.058
Si	1.781	7.408	21.556	0.279	0.074	-0.549
Si	-10.294	-2.805	25.572	0.083	0.012	-0.112
Si	-1.684	-3.014	-3.534	-0.032	0.108	0.051
Si	-4.225	-6.163	-7.414	0.021	0.052	0.006
Si	1.873	-4.1	23.781	-0.277	-0.146	-0.569
Si	-3.233	-3.49	-6.089	-0.086	0.028	-0.049
Si	4.063	5.106	-6.318	0.048	-0.046	-0.001
Si	-3.494	0.617	-4.067	-0.064	-0.049	-0.04
Si	-9.032	-4.692	23.862	-0.054	0.109	-0.561
Si	-0.738	-0.168	-3.211	0.051	0.037	-0.01
Si	1.136	6.04	-6.279	-0.309	0.263	0.317
Si	-9.896	-7.313	25.016	0.116	0.016	0.004
Si	-6.853	5.844	-2.93	-0.064	0.006	0.017
Si	-3.908	7.75	24.074	-0.122	0.012	-0.116
Si	-3.85	0.376	24.741	-0.013	0.079	-0.123
Si	-7.957	2.423	-7.4	0.031	-0.094	-0.1
Si	-2.366	1.454	-6.927	0.075	0.1	0.074
Si	-9.131	-5.787	-3.388	0.07	-0.034	-0.034
Si	-1.355	-7.152	24.561	0.031	0.067	0.016
Si	-2.915	-2.464	24.018	-0.073	0.099	0.018
Si	1.306	7.795	24.606	0.018	-0.05	-0.305
Si	-2.071	-4.551	26.216	0.058	-0.11	-0.142
Si	-9.868	1.964	23.884	-0.064	-0.366	-0.587
Si	4.984	-0.41	-7.369	0.093	0.1	-0.053
Si	1.514	1.136	-5.029	0.021	-0.034	0.07
Si	-1.417	4.646	-3.429	0.14	0.106	0.01
Si	-6.058	-5.938	1.436	-0.014	-0.137	0.651
Si	-3.885	6.357	-3.416	0.048	0.144	-0.113
Si	0.33	1.099	23.819	0.078	-0.003	-0.173
Si	4.334	4.294	23.501	-0.175	-0.17	-0.575
Si	-0.151	3.369	-5.966	0.008	0.078	-0.068
Si	-9.644	6.329	23.503	0.056	0.219	-0.7
Si	-5.955	4.325	26.269	-0.047	0.052	-0.043
Si	-7.563	-2.352	24.639	-0.008	-0.031	-0.054
Si	1.615	4.935	25.106	0.013	0.02	-0.067
Si	5.02	-5.509	-1.493	-0.003	0.005	0.056
Si	-9.788	-6.769	-6.214	-0.044	-0.035	-0.014
Si	3.643	-1.649	24.274	0.04	-0.077	-0.06
Si	2.351	0.445	25.78	-0.093	0.007	0.046
Si	2.015	-0.896	-7.424	-0.042	0.058	0.017
Si	-5.812	-0.413	-0.702	0.358	0.353	0.523
Si	-3.212	-7.191	-2.709	0.026	-0.065	-0.065
Si	3.587	-6.604	23.813	-0.073	-0.269	-0.763
Si	-7.105	-3.603	-3.098	0.015	-0.002	-0.055
Si	1.959	-3.694	-5.947	0.043	0.024	-0.043
Si	-0.233	7.107	-4.711	0.354	-0.257	-0.381
Si	0.354	0.584	-0.368	-0.353	-0.211	0.435
Si	-5.868	-6.544	23.248	-0.393	-0.297	-0.244
Si	-8.438	-2.086	-0.664	-0.133	-0.269	0.516
Si	-5.768	1.984	-2.701	-0.061	-0.01	0.031
Si	-5.441	-1.728	-4.933	0.039	0.023	0.002
Si	-1.362	1.36	8.198	-0.004	-0.012	0.011
Si	1.361	4.083	8.189	-0.002	0.006	0.003
Si	-1.358	6.814	8.153	0.01	-0.004	-0.006
Si	1.356	-6.805	8.137	-0.001	-0.01	-0.002
Si	-1.371	-4.088	8.136	0.005	0.006	-0.002
Si	1.36	-1.372	8.17	-0.006	-0.012	0.002
Si	4.089	1.356	8.166	0	0.002	-0.003
Si	-9.514	4.087	8.164	-0.005	0	-0.017
Si	4.087	6.828	8.188	0.01	-0.004	0.002
Si	-9.522	-6.792	8.144	0.004	0.009	0.004
Si	4.084	-4.097	8.155	-0.006	0.004	-0.008
Si	-9.509	-1.373	8.162	-0.012	0.007	0.001
Si	-6.787	1.353	8.187	-0.005	0.013	0
Si	-4.076	4.097	8.169	0.001	-0.002	0.002
Si	-6.814	6.812	8.157	0.001	-0.004	0.007
Si	-4.079	-6.781	8.139	-0.003	0	-0.011
Si	-6.801	-4.072	8.147	0.003	-0.002	0.009
Si	-4.097	-1.373	8.147	0.009	0.004	0.001
Si	-2.732	-0.016	9.52	0.003	0.005	0.005
Si	-0.003	2.729	9.546	-0.001	0.015	-0.001
Si	-2.721	5.462	9.522	-0.009	0.014	0.007
Si	0.006	-8.158	9.514	0.011	-0.014	0.008
Si	-2.718	-5.44	9.511	0.011	-0.022	-0.002
Si	-0.018	-2.724	9.509	-0.003	0.022	0.003
Si	2.728	-0.009	9.523	0.008	-0.018	-0.006
Si	-10.88	2.729	9.521	-0.005	0.016	0.006
Si	2.73	5.447	9.532	0.01	-0.003	0.003
Si	-10.873	-8.136	9.534	-0.025	0.002	-0.007
Si	2.708	-5.441	9.51	-0.006	0.019	0
Si	-10.872	-2.736	9.516	0.013	-0.019	0.004
Si	-8.164	-0.001	9.528	-0.005	0.022	0.002
Si	-5.422	2.718	9.53	0.013	-0.037	0.004
Si	-8.155	5.44	9.525	0.002	-0.017	-0.006
Si	-5.445	-8.142	9.504	-0.002	0.019	-0.001
Si	-8.158	-5.438	9.509	-0.004	-0.007	-0.003
Si	-5.446	-2.722	9.519	-0.009	0.005	-0.005
Si	-1.366	-1.366	10.88	-0.003	-0.016	0.002
Si	1.365	1.357	10.885	0.002	0.008	0
Si	-1.368	4.097	10.889	-0.001	-0.005	0.011
Si	1.361	-9.512	10.88	0.006	-0.002	-0.001
Si	-1.36	-6.796	10.871	0.006	0.009	0.006
Si	1.351	-4.074	10.868	-0.012	-0.013	0
Si	4.09	-1.368	10.879	0	0.008	0.004
Si	-9.52	1.365	10.88	-0.012	-0.01	0
Si	-12.237	4.081	10.887	-0.004	-0.006	0
Si	-9.516	-9.517	10.882	-0.004	0.006	-0.003
Si	-12.249	-6.789	10.882	0.016	-0.005	0.001
Si	-9.515	-4.084	10.883	0.004	0.009	0.004
Si	-6.797	-1.36	10.879	0.003	-0.004	-0.001
Si	-4.072	1.353	10.887	0.009	0.008	0.004
Si	-6.796	4.074	10.881	0.001	0.018	-0.003
Si	-4.087	6.817	10.876	0	-0.004	0.003
Si	-6.798	-6.794	10.876	-0.008	-0.004	-0.002
Si	-4.078	-4.081	10.874	0.003	0.003	0.004
Si	-0.012	0.007	12.238	0.002	-0.002	-0.005
Si	2.728	2.714	12.247	0.003	0.011	0.002
Si	0.002	5.452	12.242	0.008	0.014	-0.005
Si	2.708	-8.145	12.243	-0.001	-0.006	0
Si	-0.007	-5.429	12.232	0.008	0.001	-0.002
Si	2.71	-2.713	12.234	0.001	-0.012	-0.004
Si	5.448	-0.001	12.239	0.006	0.01	-0.001
Si	-8.156	2.715	12.244	-0.001	-0.009	-0.003
Si	-10.88	5.444	12.24	-0.009	-0.008	0.008
Si	-8.147	-8.167	12.24	0.003	0.003	0
Si	-10.882	-5.44	12.239	-0.014	0.003	0.004
Si	-8.155	-2.715	12.239	0.003	0	-0.001
Si	-5.429	-0.013	12.24	-0.007	0.002	-0.006
Si	-2.723	2.725	12.244	0.002	-0.007	0.002
Si	-5.438	5.438	12.233	-0.001	-0.006	-0.003
Si	-2.724	8.174	12.237	0.008	0.001	0.001
Si	-5.441	-5.432	12.239	-0.005	-0.012	-0.006
Si	-2.716	-2.729	12.242	0.001	0.012	0.004
O	-2.457	-2.247	-0.108	0.214	-0.25	-0.169
O	1.967	0.51	-0.215	0.069	-0.165	0.398
O	-7.679	-3.968	24.441	0.514	-0.392	0.172
O	-1.146	3.824	-2.082	0.28	-0.467	-0.165
O	1.237	6.656	0.896	-0.183	0.065	-0.378
O	2.998	-7.906	0.007	-0.036	0.749	-0.15
O	-10.382	-4.999	-2.721	-0.134	0.332	-0.38
O	-0.601	-5.691	0.141	-0.266	0.186	-0.271
O	1.345	-4.118	0.988	-0.102	-0.025	-0.401
O	3.083	-2.415	0.069	0.354	0.295	0.046
O	-0.55	6.016	-3.528	0.365	0.033	0.578
O	4.545	0.377	0.18	0.322	-0.5	-0.191
O	-9.5	1.393	0.981	0.198	-0.004	-0.543
O	-7.794	-8.172	-0.154	-0.036	-0.134	-0.229
O	4.628	-7.04	-1.8	0.286	-0.323	-0.235
O	-9.687	7.139	-1.58	-0.052	0.273	-0.192
O	-5.58	-5.126	22.511	-0.58	0.276	-0.137
O	-0.018	2.174	-0.412	0.228	0.172	0.248
O	-4.001	6.75	0.935	-0.248	0.098	-0.269
O	-5.641	3.052	-1.494	0.386	0.058	0.055
O	4.955	-6.888	24.577	-0.254	-0.19	0.229
O	-1.07	3.705	-4.682	-0.292	-0.335	0.012
O	-8.566	5.224	23.961	-0.047	-0.013	0.271
O	2.325	-2.557	24.045	-0.382	0.197	-0.289
O	-4.653	7.807	25.505	0.278	-0.279	0.458
O	-0.009	-7.785	25.173	-0.019	0.034	0.371
O	1.248	-3.801	-4.53	-0.324	0.376	-0.11
O	-2.243	0.423	-3.055	-0.192	0.049	0.558
O	4.328	3.722	-7.123	-0.372	-0.176	0.105
O	1.609	1.838	23.144	0.431	-0.052	0.451
O	-8.91	-6.283	24.223	0.54	-0.298	-0.487
O	-6.159	-6.473	24.857	-0.45	0.62	0.268
O	4.53	-1.669	22.948	0.131	-0.06	0.229
O	-7.009	-1.648	23.293	0.229	0.456	0.172
O	-5.814	4.975	0.236	0.003	0.11	-0.264
O	-2.257	-3.284	25.232	0.278	0.294	0.173
O	4.16	-2.069	-2.263	-0.115	0.045	-0.306
O	-9.106	-1.872	24.918	-0.175	0.538	-0.072
O	-3.988	-4.215	-0.776	-0.025	-0.116	0.683
O	-2.336	7.903	24.336	0.272	-0.517	-0.049
O	5.306	3.114	24.055	-0.014	0.067	0.152
O	-4.256	6.411	23.247	0.236	-0.189	0.38
O	-9.221	3.489	-4.471	0.002	-0.318	0.102
O	2.945	1.876	26.198	0.109	0.037	-0.326
O	4.558	-2.172	25.495	-0.319	0.25	0.644
O	-3.425	-4.862	-6.904	0.383	-0.095	-0.056
O	-0.171	0.038	22.699	0.409	0.323	-0.172
O	-1.975	-6.473	-1.975	0.094	0.692	-0.286
O	1.718	0.297	-6.386	-0.073	0.145	-0.166
O	-1.704	-1.943	23.107	0.169	-0.147	0.083
O	-3.868	-1.216	24.424	-0.546	-0.083	-0.231
O	-4.421	-7.32	23.163	0.247	-0.19	-0.367
O	-3.796	1.257	23.378	0.055	0.15	0.134
O	-8.404	-6.249	-6.83	0.098	0.36	0.352
O	-9.539	7.505	24.591	-0.057	-0.076	0.216
O	-4.656	-3.014	-5.503	-0.135	-0.188	0.185
O	1.725	-3.159	-2.077	-0.367	0.199	0.103
O	-3.527	-7.497	-6.819	-0.202	-0.399	-0.195
O	-5.818	-4.421	-2.595	0.218	0.165	-0.296
O	-3.777	-3.495	23.153	-0.263	-0.176	0.361
O	5.174	-1.106	-5.927	-0.286	-0.021	0.104
O	-1.59	7.517	-5.53	0.122	-0.108	-0.418
O	-7.911	-3.082	-1.812	0.211	-0.303	0.218
O	-6.594	-2.337	-3.967	-0.125	0.194	0.017
O	1.399	7.198	-7.406	0.207	0.446	0.272
O	-8.563	-1.489	-5.904	0.095	-0.109	0.344
O	-7.687	0.858	26.127	0.014	-0.038	-0.673
O	-7.19	5.126	-4.336	0.322	0.364	-0.666
O	-4.387	4.681	26.389	-0.11	0.667	-0.225
O	-2.978	-2.683	-2.637	-0.274	0.205	-0.373
O	-2.064	4.242	25.236	-0.041	0.419	0.024
O	3.217	-5.021	23.89	0.306	0.101	0.334
O	-10.199	-3.527	-5.911	0.436	-0.351	0.051
O	3.746	-4.546	-1.376	-0.277	-0.258	0.019
O	-4.074	7.017	-4.898	-0.647	-0.4	-0.556
O	-2.541	0.587	25.683	0.612	-0.146	-0.073
O	0.17	-7.722	-1.329	0.153	-0.256	0.293
O	-0.078	-0.157	-1.74	0.074	-0.559	0.099
O	3.55	1.947	-1.72	-0.06	0.345	0.02
O	-4.414	-0.715	-4.191	-0.044	-0.217	0.464
O	1.669	-2.26	-6.635	-0.521	0.154	0.28
O	-4.386	1.843	-3.517	0.141	0.342	-0.01
O	-8.379	2.653	23.806	0.115	-0.207	0.201
O	-2.027	-7.925	0.195	-0.092	-0.175	-0.255
O	-6.322	4.117	24.711	0.5	-0.002	-0.156
O	0.825	0.475	25.224	-0.391	-0.252	0.515
O	-1.037	-6.493	23.142	-0.073	0.005	0.162
O	-8.056	-4.671	-3.874	0.107	0.2	-0.528
O	3.007	4.536	24.391	-0.066	-0.369	0.135
O	4.735	2.729	-3.879	0.024	-0.199	-0.275
O	1.259	-5.737	-2.723	0.133	0.008	-0.022
O	-7.401	7.342	-2.748	0.299	0.356	-0.374
O	0.882	-4.513	25.002	-0.39	-0.251	-0.104
O	1.229	2.667	-5.476	0.532	0.353	-0.014
O	-2.508	2.9	0.026	-0.474	0.075	-0.537
O	1.174	7.237	23.081	-0.255	0.05	-0.028
O	-5.144	0.857	25.588	-0.152	-0.074	0.16
O	-2.973	5.042	-3.482	-0.353	-0.31	-0.167
O	-5.262	5.895	-2.764	0.091	-0.119	0.389
O	-3.202	7.517	-2.495	0.336	-0.24	0.588
O	-5.781	-6.094	-6.982	0.028	0.355	0.397
O	-2.021	-6.001	25.48	-0.215	-0.169	0.061
O	-4.867	-1.686	-1.107	-0.244	-0.186	-0.528
O	-4.536	-6.572	-2.045	-0.385	-0.211	-0.052
O	0.217	4.747	-6.758	-0.253	-0.044	-0.358
O	5.271	-5.849	-6.644	-0.397	-0.414	0.152
O	-10.298	-4.192	24.751	-0.44	-0.172	0.209
O	-9.793	-1.351	-1.228	-0.202	0.63	0.187
O	-10.673	5.22	-0.005	0.152	0.011	-0.118
O	-6.912	2.497	-3.731	-0.155	-0.19	-0.056
O	-7.487	4.922	-1.754	-0.654	-0.086	0.069
O	-7.748	3.142	0.121	-0.202	0.095	-0.393
O	-0.546	4.699	0.276	-0.078	0.318	-0.18
O	-10.512	4.8	-2.566	0.043	-0.33	0.183
O	-10.517	-5.452	-0.089	-0.055	-0.058	-0.215
O	1.622	6.5	25.509	0.23	-0.054	0.726
O	-0.795	2.19	24.186	-0.506	-0.237	0.323
O	-3.104	-6.938	-4.306	0.103	0.653	-0.262
O	-6.053	0.548	-2	-0.238	-0.24	-0.205
O	-9.987	-1.962	-3.746	0.31	-0.328	0.078
O	-8.572	-6.764	-2.221	0.154	0.291	0.292
O	-6.593	-2.044	25.888	0.566	0.444	0.018
O	4.351	6.369	-7.281	-0.329	-0.043	-0.124
O	-7.965	0.915	-6.817	-0.43	0.042	0.4
O	2.395	-8.105	-2.595	0.21	-0.334	-0.477
O	5.135	0.25	-2.949	0.282	0.056	-0.015
O	-0.672	-3.993	-2.758	-0.251	-0.347	0.556
O	-9.617	-6.721	-4.611	-0.089	-0.386	0.18
O	-6.097	-0.881	-6.153	0.459	0.579	-0.093
O	-2.17	-3.71	-4.9	0.068	-0.171	-0.248
O	-7.296	-0.97	-0.331	-0.142	0.21	0.37
O	-10.036	1.044	25.222	-0.217	-0.527	0.141
O	0.256	-7.835	-4.008	-0.14	0.407	-0.165
O	-0.877	-1.647	-3.837	0.412	-0.074	-0.601
O	0.333	4.601	24.173	0.151	0.061	-0.046
O	2.816	0.99	-4.087	0.21	-0.485	0.17
O	0.194	0.662	-4.225	-0.273	0.304	-0.3
O	-6.062	-5.6	-0.177	-0.396	-0.225	-0.302
O	4.137	6.636	-1.607	-0.694	-0.421	-0.18
O	1.524	4.073	26.467	-0.826	-0.061	0.348
O	2.484	-7.441	24.646	0.111	0.056	0.709
O	5.016	1.17	-7.054	-0.088	0.064	0.18
O	2.542	5.346	-5.834	0.068	-0.294	0.299
O	-2.854	0.98	-5.485	0.162	0.058	0.014
O	-0.998	2.326	-6.872	0.143	-0.122	-0.458
O	3.54	-3.988	-5.774	0.172	-0.235	0.505
O	5.179	5.695	23.51	-0.351	0.346	0.078
O	1.32	-4.819	-6.923	-0.076	-0.358	0.423
O	5.04	5.083	-5.03	0.354	0.599	0.312
O	-10.075	8.065	-6.764	0.166	-0.09	0.288
O	-2.657	-2.312	-7.023	0.178	0.026	0.314
O	3.252	-0.122	24.569	0.041	0.476	-0.225
O	-7.282	3.341	-6.248	0.481	0.07	-0.078

Results
total energy: -105602.678 eV
total energy less fixed offsets of O -438.25, Si -107.07 eV per atom: -5.228 eV
